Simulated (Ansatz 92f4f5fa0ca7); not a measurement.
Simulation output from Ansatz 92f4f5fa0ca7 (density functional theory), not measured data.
Periodic cell of 173 atoms, Si99O74, from a study of silicon, its oxide and their interface. The atomic structure is a simulated model.

Settings
functional: r2SCAN
potential files: Ansatz norm-conserving
basis: plane waves
wave-function cutoff: 1300 eV
density cutoff ratio: 4
exchange-correlation grid ratio: 1
k mesh: 2 x 2 x 1, shifted by 0.5 0.5 0.5 of a step
self-consistency stop: 5e-08 eV per atom in the density residual
occupations: Fermi-Dirac, 0.05 eV
spin: none
net charge: 0

Cell vectors (angstrom)
a  11.5403  0  0
b  0  11.5403  0
c  -4.6605  -6.1323  22.8921

Atoms and the computed forces on them: element, x, y, z (angstrom), force x, y, z (eV/angstrom)
Si  2.0388  8.7932  0.647  0.2367  0.8012  -0.5327
Si  9.6861  4.0783  -0.4593  0.1946  -0.2255  -0.5119
Si  12.9674  6.4018  -1.7001  0.325  -0.2677  -0.0617
Si  5.5954  8.9161  -0.113  0.5217  0.6051  -1.0743
Si  4.2254  -0.7311  -2.1281  0.2349  -0.2331  -0.1869
Si  3.5323  6.8017  0.2787  -0.3865  -1.4023  0.9227
Si  9.4897  8.9476  0.0677  0.0724  0.3942  -0.0463
Si  7.861  2.1199  -0.1037  -0.509  -0.4374  0.0951
Si  5.9581  6.4943  -0.4175  -1.0842  -0.0069  -0.1845
Si  3.9706  9.6544  1.4924  -0.1491  0.0314  -0.1962
Si  3.521  1.4843  0.1413  0.3003  -0.2292  -0.3422
Si  5.5034  3.5666  -1.1807  -0.0169  0.3327  -0.5296
Si  8.211  5.9477  0.0247  0.3514  0.7064  0.7342
Si  7.532  -2.0105  1.2321  0.0884  -0.168  -0.0193
Si  11.6408  4.9158  0.4139  0.3895  0.2974  0.631
Si  11.4445  9.4368  1.4632  0.0473  -0.514  -0.2951
Si  12.8647  2.1134  -0.1421  -0.2096  -0.1033  -0.2124
Si  12.1724  4.7468  -4.147  0.0551  -0.0188  -0.3049
Si  3.8886  7.9963  3.1152  0.1252  0.0696  0.0946
Si  3.8926  0.3832  2.219  0.4352  -0.2492  0.1942
Si  3.7652  5.7301  2.4875  -0.368  -0.1931  -0.388
Si  7.6281  7.976  2.9789  0.0367  -0.0579  0.0448
Si  7.5927  0.1225  2.2702  -0.102  0.0428  -0.482
Si  7.7518  5.66  2.4557  0.1677  -0.0606  0.0674
Si  11.517  7.8819  3.128  -0.3528  -0.2164  0.1746
Si  11.6361  0.2274  2.108  -0.0785  0.2984  -0.6503
Si  11.5371  5.5299  2.6985  -0.0161  0.2391  0.0181
Si  1.9281  8.3311  4.3206  0.2229  0.0046  -0.1184
Si  1.959  0.6696  3.528  0.136  0.119  0.2483
Si  1.9601  4.9558  3.8724  0.1772  0.1087  0.0689
Si  5.7857  8.3483  4.3721  -0.1915  -0.1427  -0.1296
Si  5.7506  0.6026  3.6502  -0.136  0.0224  0.4914
Si  5.727  4.8929  3.5978  -0.1035  0.1027  -0.0761
Si  9.5493  8.3129  4.2656  0.0795  -0.1672  -0.0377
Si  9.6407  0.6272  3.3768  -0.0152  0.0713  0.2823
Si  9.5758  4.8773  3.8166  -0.0452  0.0487  -0.1165
Si  1.9084  6.5099  5.7725  -0.1617  0.0755  0.2473
Si  2.0053  -1.0607  5.1473  0.0036  -0.3626  0.065
Si  2.003  2.7747  4.7909  0.048  0.1685  0.0242
Si  5.637  6.3724  5.5729  0.2198  0.2065  0.0253
Si  5.7721  -1.1211  5.4017  0.0473  -0.3217  -0.2382
Si  5.7124  2.7479  4.7063  0.0412  0.036  0.1228
Si  9.5388  6.4404  5.6382  -0.1379  0.1944  0.2014
Si  9.6553  -1.0837  5.1133  0.0055  0.022  -0.1201
Si  9.622  2.6755  4.6798  -0.0197  0.0015  0.0793
Si  3.8538  6.4998  7.1795  0.0851  -0.0472  -0.0178
Si  3.7824  -1.1353  6.6874  -0.1  0.0497  -0.1716
Si  3.8898  2.8004  6.2897  -0.1127  -0.0553  -0.0536
Si  7.5436  6.3924  6.9008  -0.1653  -0.2173  -0.1014
Si  7.8262  -1.3283  6.5903  0.1236  -0.0779  -0.1811
Si  7.6552  2.6346  5.9985  0.0617  -0.1547  -0.2306
Si  11.4228  6.6507  7.0624  0.1322  -0.1792  -0.0784
Si  11.6159  -1.071  6.3997  -0.092  0.0793  -0.1232
Si  11.5769  2.8032  6.0569  0.0085  0.0649  0.0639
Si  3.8309  0.932  7.7299  0.0904  0.0113  0.1288
Si  3.9265  4.3207  8.2525  -0.3492  -0.0906  -0.034
Si  3.8048  8.7147  8.4038  -0.0288  0.0529  -0.1496
Si  7.6702  0.7807  7.442  0.0404  0.1433  0.2421
Si  7.6033  4.1977  7.7316  0.0407  -0.1652  0.0516
Si  7.6894  8.3552  8.2458  -0.1871  0.2758  -0.4278
Si  1.9123  1.2902  9.0928  -0.195  0.1536  0.3249
Si  11.5188  4.405  7.8721  0.0022  0.0289  -0.1341
Si  -0.0526  8.908  8.15  -0.1319  0.5228  -0.2396
Si  11.714  0.9506  7.4692  -0.0223  0.0209  0.0922
Si  9.5587  3.4723  8.7714  0.1632  -0.3514  0.3084
Si  1.7229  9.1118  9.6458  0.2998  -0.0546  0.1784
Si  5.8477  0.907  8.9276  0.0455  -0.2366  -0.4821
Si  5.9805  3.371  9.3044  0.2764  0.2431  0.6346
Si  5.8575  9.7984  9.2284  0.063  -0.3918  0.8164
Si  9.6875  1.171  8.5225  0.0564  0.0166  0.0931
Si  1.7776  3.7082  9.238  0.1003  -0.1675  -0.1626
Si  10.031  11.0048  10.0398  0.0105  0.5916  -0.0872
Si  8.8754  0.1404  16.4095  0.0306  0.0105  -0.0746
Si  8.6228  7.4731  19.6866  0.1705  -0.0922  -0.5014
Si  8.9453  7.4009  10.1445  -0.2752  -0.1342  0.377
Si  6.218  7.2277  15.7559  0.0034  -0.0809  0.0215
Si  1.2683  4.7554  11.2804  0.0014  -0.2221  -0.3109
Si  8.4606  3.263  20.5584  0.0394  0.2452  0.2982
Si  0.3303  0.8928  16.0127  -0.2598  0.0899  0.1955
Si  4.6115  7.3728  20.2391  -0.0305  -0.1824  -0.5325
Si  5.2851  4.4214  15.137  0.0026  0.1089  -0.017
Si  5.5263  4.2877  20.155  0.0767  -0.0081  -0.0718
Si  8.4379  5.7249  17.331  0.0901  -0.0576  -0.0863
Si  10.1787  4.777  13.0842  0.3096  -0.0738  0.2579
Si  2.2334  0.5026  13.7489  -0.0675  0.1064  0.0117
Si  4.8317  2.7707  17.5792  -0.0212  0.0116  0.0092
Si  8.1224  4.4622  11.0801  0.2005  -0.6504  0.0806
Si  7.5201  2.9456  16.3942  0.2966  0.0002  -0.0278
Si  0.4564  7.6567  11.0303  0.6211  0.1742  0.0325
Si  8.1521  9.3573  14.3974  -0.1183  0.0021  0.2339
Si  3.1314  0.1364  16.6184  -0.0458  -0.075  0.0985
Si  10.7861  7.7645  13.8057  0.0755  -0.0999  0.3768
Si  0.338  3.8459  15.4508  -0.0596  0.001  0.2527
Si  4.7388  9.1682  17.714  -0.0373  -0.0809  -0.1417
Si  7.6834  9.71  11.5308  -0.259  0.244  0.4853
Si  2.8598  3.4848  13.5424  -0.0734  0.1398  0.0735
Si  0.1131  7.274  19.3953  0.013  -0.0367  -0.4379
Si  -0.2447  6.6291  16.4906  0.0252  0.0311  0.075
Si  1.4291  11.1469  10.856  0.0927  0.4056  0.0295
O  12.7557  3.6969  0.2772  -0.3671  0.0007  -0.2081
O  14.4447  6.0556  -1.0896  -0.2049  0.3594  -0.1159
O  3.752  0.2143  -0.8922  -0.0311  0.3289  -0.1006
O  5.4073  5.1852  -1.3474  0.2656  0.035  -0.0682
O  9.8744  3.8799  20.0097  0.0529  0.0845  0.2795
O  5.3019  8.6845  20.9791  -0.057  0.0346  0.5797
O  4.2051  8.0515  18.7983  0.178  0.1111  0.2629
O  9.1614  7.3413  -0.2232  -0.1492  -0.2501  0.0209
O  11.9969  6.3278  -0.3831  0.0919  -0.1364  -0.1489
O  4.3219  2.8482  -0.3259  0.0468  -0.2105  -0.1865
O  9.1722  2.8486  0.5357  -0.1317  0.0054  -0.423
O  11.8171  1.1775  0.7066  -0.0632  -0.1921  0.4358
O  7.8997  7.3622  21.1261  0.04  0.1292  0.3893
O  -1.266  9.6351  9.1201  0.1862  0.1314  0.1449
O  4.6487  3.4182  19.0662  0.2481  0.0664  -0.0828
O  7.4607  10.0117  13.0955  0.1758  -0.1813  -0.2667
O  1.5429  0.3419  16.9539  0.1413  0.0508  -0.2871
O  0.2886  5.6763  19.6913  -0.2303  0.144  0.3642
O  10.4971  0.099  16.3362  0.012  0.126  -0.0529
O  5.3024  -1.8179  -1.5556  -0.2068  0.2284  0.2335
O  3.2398  0.0171  14.9684  -0.2476  0.1638  0.0037
O  1.7766  3.7991  14.7102  0.0783  -0.1024  -0.2097
O  8.1012  1.5197  -1.6088  0.0576  0.1732  0.4422
O  6.4046  2.364  17.4266  -0.1766  0.2276  -0.1125
O  1.1519  3.2083  -4.2005  -0.0511  -0.0033  0.2695
O  9.6905  9.8958  -1.2784  -0.0138  -0.2526  -0.0266
O  7.1171  3.9536  19.9661  -0.0836  -0.0967  0.138
O  5.9665  -1.4505  18.265  0.116  -0.0952  0.0875
O  2.7978  1.9144  13.1896  -0.0937  -0.0852  0.1483
O  0.1915  8.2164  12.56  -0.2046  -0.2105  -0.3242
O  1.4306  6.3571  11.0482  -0.4492  -0.139  0.2043
O  10.6134  3.9719  14.4284  0.1041  0.1735  -0.1743
O  12.3617  5.2278  -2.6236  0.0414  0.097  0.0475
O  6.7355  3.6466  15.1368  -0.2225  0.0783  0.2552
O  6.6005  3.8929  10.8117  0.2338  0.137  -0.4492
O  5.4289  6.0441  14.9499  0.0847  -0.1838  0.1728
O  8.3413  1.6493  20.3387  -0.0934  -0.0874  0.2635
O  7.0504  6.394  16.8633  0.0121  -0.0524  -0.0762
O  10.5856  7.2245  10.2851  -0.4865  -0.1929  0.2871
O  3.9406  1.4328  17.2471  -0.0307  -0.0096  -0.1164
O  0.1187  7.5118  15.17  -0.2567  -0.1499  -0.1866
O  8.1952  -0.9705  15.4585  0.0814  -0.0929  -0.0719
O  8.6615  4.4007  12.6299  -0.0758  0.1973  -0.4134
O  6.2029  9.6348  10.8555  0.3666  0.0853  -0.2061
O  9.6732  6.4535  16.5653  0.1118  -0.0772  0.1211
O  8.4763  8.3023  11.4236  0.0586  -0.0452  -0.2142
O  8.2277  5.9374  10.399  0.3359  0.4711  0.01
O  1.6749  9.6424  -0.7414  -0.0461  -0.2212  -0.6168
O  7.2527  8.0801  14.8523  0.105  0.2009  -0.0283
O  10.0997  6.3596  13.4029  0.0779  0.0131  -0.1284
O  5.3603  5.923  19.9514  -0.1149  0.1226  0.2154
O  9.2471  3.5058  10.3891  -0.4053  0.6815  0.2023
O  9.6781  8.8863  14.1378  -0.0616  -0.1247  -0.2009
O  5.7462  2.8554  -2.6512  -0.2413  0.0644  0.6214
O  0.3989  5.1396  16.4291  -0.1708  0.0439  -0.1986
O  1.5024  5.8114  -5.0098  -0.1315  -0.1349  0.1008
O  4.3685  3.89  13.9278  -0.079  -0.0287  0.1112
O  8.4217  1.6559  16.0006  -0.0793  -0.0782  0.1595
O  4.5248  3.9839  16.5229  0.2259  -0.1475  -0.0446
O  2.1029  -0.4051  12.3927  -0.248  0.0764  -0.3482
O  8.5353  6.0546  18.908  0.0138  0.263  0.1427
O  8.451  4.1156  17.0692  -0.2876  0.0282  -0.0428
O  2.4964  4.342  12.2346  0.0287  -0.1157  0.3933
O  -0.1829  4.4709  11.9852  -0.1146  0.1905  0.0965
O  5.1889  8.2863  16.422  0.0812  0.0028  0.1226
O  3.6183  -1.2724  17.2782  0.0728  0.119  -0.0609
O  8.6395  10.86  10.8809  -0.0501  -0.5685  0.0619
O  6.8109  3.3407  -0.2606  0.2432  -0.1603  -0.0046
O  -1.3476  7.8005  19.8652  -0.048  -0.1056  0.0514
O  -0.2172  -0.2881  11.041  -0.1649  -0.4025  -0.2147
O  0.1117  2.4846  16.302  0.2012  -0.1251  -0.2499
O  7.28  1.0024  0.8801  0.2892  0.2612  0.0175
O  0.7545  0.6678  14.4471  0.3916  0.0185  0.0127
O  0.3271  7.428  17.7872  -0.1815  -0.1337  0.2384

Results
free energy: -45995.988 eV
free energy less fixed offsets of O -463.61, Si -117.95 eV per atom: -11.798 eV
pressure: -2.30 GPa
stress xx, yy, zz, yz, xz, xy (GPa, positive in tension): 1.7, 3.94, 1.27, -0.04, 0.07, -0.04
